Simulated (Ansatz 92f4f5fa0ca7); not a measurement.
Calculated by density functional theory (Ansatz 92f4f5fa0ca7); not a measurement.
Periodic cell of 212 atoms, Si132O80, from a study of silicon, its oxide and their interface. The atomic structure is a simulated model.
Doubt: the cutoff is far below the 930 eV that the study's wrapper takes by default for these files, so forces and energies are approximate.

Settings
functional: PBE
potential files: Ansatz PAW
basis: plane waves
wave-function cutoff: 580 eV
density cutoff ratio: 5
exchange-correlation grid ratio: 1
k mesh: 1 x 1 x 1, Gamma-centred
self-consistency stop: 5e-08 eV per atom in the density residual
occupations: fixed
spin: none
net charge: 0

Cell vectors (angstrom)
a	10.938	0	0
b	0	10.938	0
c	0	0	31.7325

Atoms: element, x, y, z (angstrom)
Si	-0.3745	0.3619	24.3423
Si	6.1905	-0.551	24.3222
Si	2.1467	3.3239	24.3947
Si	8.6335	2.1018	24.3125
Si	0.4964	5.1036	24.2367
Si	4.7676	6.1323	24.3124
Si	3.0487	7.9422	24.4522
Si	7.7809	8.5447	24.3122
Si	1.2933	1.465	25.6126
Si	6.9358	1.2513	25.7036
Si	4.0452	4.1868	25.5177
Si	9.5707	4.0686	25.3823
Si	1.3806	6.8039	25.6452
Si	6.7144	6.8515	25.5371
Si	4.2193	9.6444	25.5408
Si	9.5367	9.5512	25.5661
Si	2.7419	0.0412	26.886
Si	8.2606	-0.0739	27.0539
Si	-0.0689	2.7966	26.9692
Si	5.4641	2.7461	26.8771
Si	2.742	5.4608	27.0143
Si	8.1799	5.4489	26.8288
Si	-0.0124	8.2005	26.9231
Si	5.4613	8.2328	26.9865
Si	4.1018	1.3673	28.3142
Si	9.5708	1.3673	28.3142
Si	1.3673	4.1018	28.3142
Si	6.8362	4.1018	28.3142
Si	4.1018	6.8362	28.3142
Si	9.5708	6.8362	28.3142
Si	1.3673	9.5708	28.3142
Si	6.8362	9.5708	28.3142
Si	0	0	29.6815
Si	5.469	0	29.6815
Si	2.7345	2.7345	29.6815
Si	8.2035	2.7345	29.6815
Si	0	5.469	29.6815
Si	5.469	5.469	29.6815
Si	2.7345	8.2035	29.6815
Si	8.2035	8.2035	29.6815
Si	1.3673	1.3673	31.0487
Si	6.8362	1.3673	31.0487
Si	4.1018	4.1018	31.0487
Si	9.5708	4.1018	31.0487
Si	1.3673	6.8362	31.0487
Si	6.8362	6.8362	31.0487
Si	4.1018	9.5708	31.0487
Si	9.5708	9.5708	31.0487
Si	2.7345	0	0.6835
Si	8.2035	0	0.6835
Si	0	2.7345	0.6835
Si	5.469	2.7345	0.6835
Si	2.7345	5.469	0.6835
Si	8.2035	5.469	0.6835
Si	0	8.2035	0.6835
Si	5.469	8.2035	0.6835
Si	4.1018	1.3673	2.0507
Si	9.5708	1.3673	2.0507
Si	1.3673	4.1018	2.0507
Si	6.8362	4.1018	2.0507
Si	4.1018	6.8362	2.0507
Si	9.5708	6.8362	2.0507
Si	1.3673	9.5708	2.0507
Si	6.8362	9.5708	2.0507
Si	0	0	3.418
Si	5.469	0	3.418
Si	2.7345	2.7345	3.418
Si	8.2035	2.7345	3.418
Si	0	5.469	3.418
Si	5.469	5.469	3.418
Si	2.7345	8.2035	3.418
Si	8.2035	8.2035	3.418
Si	1.4105	1.3288	4.7452
Si	6.7825	1.367	4.827
Si	4.1208	4.1016	4.7419
Si	9.5518	4.1125	4.7971
Si	1.3944	6.8638	4.8653
Si	6.8356	6.8103	4.7281
Si	4.0941	9.5748	4.9251
Si	9.6411	9.5086	4.6862
Si	2.6589	0.061	6.352
Si	8.2528	-0.0959	5.9666
Si	0.0409	2.7207	6.0353
Si	5.3624	2.7445	6.2147
Si	2.8575	5.4967	6.1657
Si	8.1262	5.4433	6.1512
Si	-0.0069	8.2509	6.238
Si	5.5237	8.0791	6.2012
Si	3.4521	2.0056	7.5412
Si	9.9703	0.9289	7.1717
Si	1.7398	3.7848	7.2751
Si	6.5072	4.352	7.5136
Si	4.7115	6.242	7.5137
Si	9.2329	7.09	7.4076
Si	0.7204	10.1655	7.514
Si	7.4253	9.0372	7.2391
O	0.7491	9.9782	9.2015
O	1.1733	4.5865	8.6309
O	5.1539	-1.1299	10.5627
O	6.9104	9.9551	8.5438
O	3.6076	1.7829	9.2062
O	4.5685	6.7627	9.1803
O	6.6247	5.3647	9.4635
O	9.8922	6.2438	8.7222
O	2.4539	2.9359	22.7923
O	6.3164	10.8668	22.6919
O	7.6975	2.2876	22.9164
O	0.3811	5.6198	22.6546
O	2.3346	8.6425	23.0889
O	8.2011	8.0445	22.7788
O	4.9402	5.8597	22.6967
O	11.325	10.5934	23.0078
Si	0.3568	3.7473	14.8978
Si	6.8686	11.3217	14.0569
Si	3.9747	2.2566	10.7183
Si	3.409	1.727	22.2768
Si	1.8926	10.1183	22.5483
Si	4.7482	10.435	12.018
Si	13.3893	11.2224	19.852
Si	6.3922	13.5011	17.0407
Si	9.7354	3.4691	19.6655
Si	2.7864	17.5894	19.3952
Si	-1.4506	13.3629	16.8888
Si	1.6264	8.6757	15.6515
Si	1.1021	6.4041	12.1588
Si	10.4835	11.6335	19.0154
Si	9.583	6.1932	13.9978
Si	5.4319	14.233	14.4051
Si	11.0518	5.907	21.0658
Si	6.416	12.4425	22.2403
Si	-0.9872	2.1597	9.9841
Si	5.4064	5.7722	21.1542
Si	5.8646	6.6368	10.1834
Si	6.9824	16.2156	12.5623
Si	2.5804	14.7137	12.9366
Si	11.4924	10.787	10.6172
Si	8.7801	11.1804	11.805
Si	13.1116	9.1786	12.6016
Si	6.7536	3.2779	20.0275
Si	8.6143	9.3016	18.8528
Si	8.178	7.4648	21.2534
Si	6.6814	3.8492	10.1283
Si	6.6705	-1.4351	10.0703
Si	6.3441	10.5116	17.0203
Si	-0.1177	5.1182	9.4679
Si	-0.8843	7.6029	16.6777
Si	1.5099	5.9024	16.8042
Si	3.6371	9.3809	17.8159
O	8.3684	11.3478	13.3801
O	7.6817	-0.6469	11.0232
O	10.1686	10.3785	11.4992
O	2.463	5.6515	18.1138
O	9.6405	6.7579	20.95
O	4.9461	2.1218	22.6691
O	9.7497	3.587	18.0224
O	-3.9962	10.5425	15.4905
O	3.1318	8.0933	18.6876
O	0.4805	12.4145	10.3214
O	6.8418	17.4818	21.0075
O	6.167	1.8674	14.0752
O	1.4424	6.6391	20.3789
O	3.561	10.6541	18.8242
O	9.2622	17.9902	15.3499
O	6.8979	-3.0545	10.1244
O	14.088	12.4575	20.6742
O	13.7591	14.1062	11.4371
O	-0.9925	3.7755	9.8394
O	5.9651	-0.5134	13.0721
O	10.8371	17.7798	13.1842
O	4.1522	6.2624	20.2113
O	-3.0176	13.404	16.4235
O	2.0802	7.0917	15.8058
O	5.8149	6.1715	11.7677
O	4.2129	1.0048	11.7256
O	6.6034	1.7519	20.6294
O	8.2245	17.1239	13.0908
O	1.1682	11.6681	18.9634
O	0.0237	17.3287	17.3099
O	7.5596	4.1589	11.4878
O	5.4335	14.3544	16.0326
O	2.9922	11.256	23.0437
O	10.8389	4.4741	20.2971
O	9.0248	8.1088	17.814
O	7.9623	8.6716	20.1889
O	12.8029	18.7303	11.8097
O	6.4132	3.3384	18.4506
O	1.3622	15.4737	15.9292
O	2.2104	16.3095	12.795
O	7.526	10.236	18.0966
O	5.6812	4.215	20.7899
O	2.6623	9.5858	16.5163
O	-5.1788	12.0156	17.2699
O	9.3819	1.4422	8.6436
O	11.0515	8.8314	16.2577
O	10.512	13.48	15.6406
O	3.9151	14.3934	13.828
O	-0.9015	1.8958	20.0495
O	7.0429	3.21	8.6711
O	9.8531	11.9243	17.5437
O	-1.0385	10.1663	19.3948
O	1.2743	14.0577	13.6932
O	12.8863	10.0805	20.9176
O	10.0652	15.6181	14.3529
O	1.5602	9.1755	14.1071
O	0.4282	5.7684	10.8408
O	8.2649	3.8545	20.2503
O	3.7637	9.3887	12.757
O	-5.7615	9.3775	17.2428
O	5.3297	3.1592	10.6579
O	1.7485	10.4343	11.6507
O	6.3094	4.538	13.8255
O	8.9033	1.7558	11.1764

Results
free energy: -129408.921 eV
free energy less fixed offsets of O -568.88, Si -635.61 eV per atom: 1.999 eV

Forces (eV/angstrom), in the order of the atoms: element, x, y, z
Si	-0.0278	0.0289	0.0073
Si	0.013	-0.013	-0.0005
Si	-0.0058	0.0092	0.0003
Si	0.0301	-0.0197	0.0015
Si	0.0086	-0.0197	0.0132
Si	-0.0038	0.0043	0.0072
Si	0.0112	-0.0067	0.0059
Si	-0.0174	0.0188	0.0129
Si	-0.006	0.0086	-0.0005
Si	0.0085	-0.0082	-0.0006
Si	-0.0124	0.01	-0.0025
Si	0.0023	0.0017	-0.0029
Si	-0.0012	-0.0012	-0.006
Si	-0.0018	0.011	-0.002
Si	0.0033	-0.0072	0.001
Si	0.0034	0.0055	-0.0068
Si	-0.0015	0.0032	0
Si	-0.0021	0.001	-0.0013
Si	-0.0045	0.0013	0.0024
Si	0.0005	-0.0004	-0.0016
Si	-0.0041	0.0014	0.0056
Si	-0.0041	-0.0023	0.0046
Si	-0.0003	0.0006	0.0036
Si	0.0029	-0.0041	0.0105
Si	-0.007	0.1985	-0.3817
Si	0.0836	0.1601	0.4792
Si	-0.2193	0.0056	0.3624
Si	0.0537	-0.0384	-0.5688
Si	0.026	0.1757	0.3815
Si	-0.2601	-0.203	-0.5345
Si	0.1524	0.0945	-0.4677
Si	-0.0108	-0.2802	0.7223
Si	0.0774	0.1862	0.0156
Si	0.1112	-0.0392	-0.01
Si	-0.0904	-0.0126	0.0042
Si	-0.0049	-0.1314	0.0124
Si	0.0672	-0.0723	0.0099
Si	0.014	0.1025	-0.0029
Si	0.0587	-0.0459	0.0243
Si	-0.1843	-0.0353	0.0495
Si	0.065	-0.0816	0.0245
Si	-0.0557	0.0659	-0.022
Si	0.001	-0.0155	-0.0094
Si	-0.0488	0.0465	-0.0372
Si	-0.0781	0.0505	-0.0179
Si	0.0837	-0.0388	0.0294
Si	-0.0395	0.0748	-0.0275
Si	0.0291	-0.0634	-0.0208
Si	0.022	-0.0358	0.02
Si	-0.025	0.0282	-0.0022
Si	-0.0357	0.0412	-0.0103
Si	0.0638	-0.0655	0.0302
Si	-0.0238	0.0471	0.0005
Si	0.0346	-0.0829	0.0215
Si	0.0549	-0.019	0.0351
Si	-0.0157	0.0012	-0.0145
Si	-0.0497	0.0357	-0.0396
Si	-0.0054	-0.0586	0.0415
Si	0.0111	-0.0722	0.0233
Si	-0.0403	0.0497	-0.0625
Si	0.0611	-0.0284	0.0273
Si	-0.0749	0.0447	-0.0731
Si	0.0131	0.1393	-0.0688
Si	0.0082	-0.0632	0.0236
Si	0.4202	-0.0984	-0.5868
Si	-0.2905	-0.1403	0.5021
Si	0.1324	-0.0184	-0.31
Si	-0.2939	-0.061	0.3228
Si	0.0994	0.2524	0.4767
Si	0.0698	-0.1635	-0.58
Si	0.0544	0.2678	0.6307
Si	0.0638	-0.3004	-0.5102
Si	0.0083	0.0064	-0.012
Si	0.0298	0.0144	0.0111
Si	-0.0134	0.0134	-0.0242
Si	-0.0022	-0.0151	-0.0102
Si	0.0187	0.0065	0.0029
Si	-0.0195	-0.0242	0.0072
Si	-0.0062	-0.0124	0.0045
Si	-0.0081	0.013	-0.0089
Si	0.0037	0.0235	-0.0131
Si	0.0083	-0.0246	0.0204
Si	-0.0013	-0.0353	0.0187
Si	-0.0049	0.0067	0.0237
Si	-0.012	-0.033	-0.005
Si	0.1016	0.0253	0.0018
Si	-0.0037	-0.0076	0.0031
Si	0.0068	0.005	-0.0108
Si	-0.0613	0.0022	0.0316
Si	-0.0903	0.1346	0.1067
Si	-0.0042	0.0202	0.0215
Si	-0.5553	0.3505	-1.1597
Si	0.1135	0.0233	0.1139
Si	-0.0219	0.0261	0.0301
Si	0.0116	-0.0468	0.0446
Si	0.0376	0.0234	0.0471
O	0.0166	0.0007	-0.0188
O	0.0171	0.0035	-0.0242
O	-0.008	0.0386	0.0112
O	-0.0194	-0.0506	0.0381
O	0.025	-0.0382	-0.0311
O	-0.0683	0.0104	-0.0027
O	0.147	0.3246	0.1551
O	0.0049	0.0617	-0.0463
O	-0.0033	0.0056	0.0025
O	-0.0046	0.009	-0.0042
O	0.0002	0.0028	0.0084
O	-0.0069	0.0135	-0.0146
O	-0.0009	-0.0072	0.0033
O	0.0052	-0.0066	-0.0062
O	0.0066	-0.0037	-0.0076
O	-0.0074	-0.0073	-0.0022
Si	-0.0248	0.0063	-0.0175
Si	-0.0359	0.0067	0.0014
Si	-0.2075	-0.0544	-0.0208
Si	0.0174	-0.0077	-0.0022
Si	0.0113	0.0089	-0.0123
Si	0.0245	-0.0156	0.0255
Si	0.0079	-0.0019	0.0059
Si	-0.0127	-0.0039	-0.0299
Si	0.0087	0.0091	-0.0162
Si	-0.0032	0.0005	-0.0069
Si	-0.0026	0.0023	-0.0209
Si	-0.0059	-0.0132	0.0004
Si	-0.0344	-0.0342	0.0102
Si	-0.0109	0.0047	-0.0151
Si	-0.0301	0.0226	-0.0579
Si	0.0281	0.0674	-0.029
Si	-0.0023	0.0053	-0.0091
Si	-0.0223	0.0073	-0.0102
Si	-0.0619	0.1585	-0.0481
Si	-0.0056	0.0012	-0.0144
Si	0.0494	-0.033	-0.0378
Si	0.0649	-0.0738	-0.1346
Si	-0.0268	0.0289	0.0359
Si	0.0023	0.0576	0.0097
Si	-0.0496	-0.0305	-0.0836
Si	0.039	-0.0068	0.0042
Si	-0.0157	-0.0148	-0.0047
Si	-0.0105	-0.0058	-0.0089
Si	0.0057	0.0013	-0.0059
Si	0.6415	-0.1208	0.5847
Si	0.0293	-0.0516	-0.0478
Si	0.0021	0.0078	-0.0118
Si	-0.0404	-0.1013	0.0533
Si	-0.0091	-0.0084	-0.0243
Si	-0.0022	-0.0055	-0.0197
Si	0.0058	0.0041	-0.0173
O	0.0208	-0.0085	-0.0348
O	0.1339	0.1451	0.0679
O	-0.0639	-0.0042	-0.0011
O	0.0087	0.0036	0.0166
O	0.0037	-0.0051	0.0006
O	-0.0001	-0.0053	0.0045
O	0.0006	0.0032	0.0229
O	-0.0048	0.0062	0.01
O	-0.0032	-0.004	0.0074
O	-0.0358	-0.0409	-0.004
O	-0.0054	-0.0097	0.0004
O	0.0016	-0.0116	-0.0005
O	0.0001	-0.0022	-0.0004
O	-0.0031	0.0045	0.0057
O	0.0146	0.0319	0.046
O	-0.0286	0.1323	0.0183
O	-0.0086	-0.0025	-0.0039
O	-0.1297	0.0224	-0.044
O	0.1111	0.0372	-0.0341
O	-0.0184	0.0103	-0.0204
O	0.0238	-0.0087	-0.0036
O	-0.0048	0.0001	0.0014
O	0.0013	-0.0009	0.0075
O	-0.0004	0.0136	0.0066
O	-0.0931	0.0215	-0.0426
O	0.0601	-0.1762	0.0699
O	0.0077	0.0073	-0.0026
O	0.0015	0.0054	0.0035
O	-0.0019	0.0012	0.0071
O	-0.0054	0.0104	0.0138
O	-0.2269	-0.0884	-0.169
O	0.0067	-0.0071	-0.0027
O	-0.009	-0.0045	0.0049
O	-0.0083	0.0019	0.0063
O	0.0072	-0.0018	-0.0065
O	-0.0101	-0.0026	0.0084
O	0.0185	0.0344	-0.0013
O	-0.0051	0.009	0.017
O	-0.0028	-0.0023	0.0049
O	-0.0061	0.0116	0.0034
O	-0.0061	0.0122	0.0012
O	-0.0034	0.0243	0.006
O	0.0091	0.0071	0.0115
O	0.0023	-0.0014	0.003
O	0.0867	-0.1574	-0.1001
O	-0.0143	0.0083	0.0102
O	0.001	0.0087	0.0067
O	0.0314	0.0097	0.0242
O	-0.0007	0.0073	0.005
O	0.3845	-0.3682	0.3043
O	0.0069	-0.0028	0.0129
O	0.0088	0.0014	0.0067
O	-0.0173	-0.0053	0.0106
O	0.0036	0.0054	-0.0039
O	0.0396	-0.047	0.0235
O	0.0126	0.0056	-0.0071
O	0.0386	0.0253	0.0324
O	0.0075	0.0028	0.0068
O	-0.0645	0.0032	-0.0169
O	-0.0044	0.0049	0.0096
O	-0.1947	0.0678	0.1812
O	-0.0094	-0.0085	-0.0083
O	-0.0604	-0.0564	0.0804
O	-0.0396	-0.1681	0.1083

The program warned: the cutoff lies below the one the program advises for these potential files; the forces do not sum to zero within the program's tolerance; the exchange-correlation potential is rough where the density is thin.
